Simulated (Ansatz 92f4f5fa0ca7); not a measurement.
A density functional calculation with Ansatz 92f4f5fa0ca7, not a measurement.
Periodic cell of 140 atoms, Si84O56, from a study of silicon, its oxide and their interface. The atomic structure is a simulated model.

Settings: functional r2SCAN; potential files Ansatz norm-conserving; basis plane waves; wave-function cutoff 1300 eV; density cutoff ratio 4; exchange-correlation grid ratio 1; k mesh 2 x 2 x 1, shifted by 0.5 0.5 0.5 of a step; self-consistency stop 5e-08 eV per atom in the density residual; occupations Fermi-Dirac, 0.05 eV; spin none; net charge 0.

Cell vectors (angstrom)
a  10.88  0  0
b  0  10.88  0
c  0  0  20.6723

Atoms and the computed forces on them: element, x, y, z (angstrom), force x, y, z (eV/angstrom)
Si  -0.6802  0.4494  -0.2656  -0.077  -0.0612  -0.5689
Si  2.5675  2.5683  0.2144  -0.148  -0.0866  -0.4021
Si  -0.4587  5.9085  -0.1804  -0.2776  0.2571  -0.2353
Si  3.0474  8.2836  -0.0476  0.0751  -0.0842  -0.0987
Si  5.923  -0.6508  0.0258  0.1  0.0292  -0.3363
Si  8.1465  2.7032  0.3764  -0.0804  0.0221  -0.6124
Si  5.9218  4.812  0.0005  0.1342  -0.1672  -0.6092
Si  8.1658  8.0601  0.2837  -0.0311  -0.0621  -0.5437
Si  1.1625  1.1882  1.38  -0.0116  0.1282  -0.2532
Si  4.1022  3.9649  1.3441  -0.0509  0.0708  -0.2374
Si  1.3346  6.9606  1.1218  0.1571  -0.0337  -0.2831
Si  4.3212  9.3437  1.5602  -0.1013  0.1279  -0.1833
Si  6.761  1.1929  1.4487  0.0289  -0.1948  -0.3586
Si  9.6007  4.1856  1.4141  0.0286  0.1188  -0.266
Si  6.8081  6.5925  1.4461  -0.14  -0.1411  -0.279
Si  9.5013  9.6039  1.3688  0.0597  0.1237  -0.3316
Si  0.0201  2.7232  2.7658  -0.0049  0.0355  0.0874
Si  2.7536  -0.0804  2.708  -0.117  -0.0215  -0.2346
Si  0.0647  8.2475  2.6788  0.0718  -0.0298  -0.1633
Si  2.714  5.5048  2.5853  -0.0109  0.0223  -0.2817
Si  5.3898  2.6114  2.7577  -0.0582  -0.0414  0.0299
Si  8.1668  -0.0419  2.83  -0.1135  0.0677  0.1368
Si  5.5466  7.9817  2.9084  0.0509  -0.0548  0.1216
Si  8.2135  5.4038  2.8322  0.1454  -0.0515  0.2098
Si  1.4075  4.1523  4.0485  -0.0101  -0.1304  0.0365
Si  4.0488  1.303  4.1359  0.06  0.1292  0.0749
Si  1.3926  9.5274  4.1086  0.0593  -0.0582  0.0394
Si  4.0372  6.7327  4.1477  0.0156  0.0984  0.0655
Si  6.7758  4.0273  4.0868  0.0016  0.0617  -0.0454
Si  9.4987  1.3724  4.1545  0.0607  -0.034  -0.0639
Si  6.8416  9.4827  4.2137  0.0972  0.0465  0.0255
Si  9.5632  6.8663  4.0983  -0.1219  -0.0139  -0.0183
Si  -0.0026  -0.0273  5.4919  0.0827  0.1054  0.006
Si  2.7636  2.7857  5.4242  0.001  0.0787  -0.0461
Si  0.0093  5.4834  5.466  0.0649  -0.0145  0.016
Si  2.7481  8.212  5.4727  -0.1179  0.0465  -0.0609
Si  5.4744  0.0212  5.5578  -0.0329  -0.096  0.0012
Si  8.0873  2.7036  5.4636  -0.0364  0.0844  0.0292
Si  5.4857  5.4391  5.4897  -0.0236  -0.1137  0.0589
Si  8.2197  8.1778  5.551  0.0373  0.035  -0.0147
Si  1.3503  1.4516  6.722  0.057  0.0255  -0.2117
Si  4.1646  4.0825  6.8456  0.0665  -0.179  0.054
Si  1.3454  6.9264  6.8091  0.0006  0.0182  -0.1651
Si  4.0922  9.5488  6.8921  -0.0579  -0.0252  -0.0899
Si  6.8159  1.4454  6.9726  -0.0733  0.0216  0.0978
Si  9.3955  4.1013  6.7674  -0.15  0.0049  -0.2879
Si  6.8107  6.8787  6.9021  -0.1518  0.1269  0.0095
Si  9.5248  9.5097  6.9636  0.0644  0.0415  0.0612
Si  -0.1347  2.6989  8.0087  -0.0319  -0.2066  0.2096
Si  2.7598  0.1998  8.0858  0.0549  0.0832  0.2054
Si  0.0372  8.1608  8.3564  0.0373  0.0354  0.3059
Si  2.7894  5.5674  7.9821  0.1908  0.1521  0.1944
Si  5.4848  2.8495  8.4285  -0.1919  0.0927  0.2455
Si  8.1817  0.0542  8.323  -0.0971  -0.066  0.1894
Si  5.404  8.2287  8.356  -0.0721  0.0046  0.2427
Si  8.1602  5.4942  8.2226  -0.0689  -0.0688  0.0806
Si  1.163  4.3214  8.953  0.1747  -0.2121  0.9115
Si  4.1816  1.3084  9.6933  0.312  -0.1149  0.4027
Si  1.3178  9.8658  9.4006  -0.1566  0.134  0.6099
Si  4.1507  6.5974  9.6403  -0.0613  -0.1483  0.4307
Si  6.5956  4.5759  9.7599  0.0303  0.0828  0.6927
Si  9.8907  1.0936  9.6052  0.0529  0.0936  0.7669
Si  6.488  9.9417  9.6651  0.2268  0.1607  0.3764
Si  9.8645  6.3607  9.6021  0.1677  -0.0568  0.8673
Si  2.4199  -0.5924  14.0093  -0.1443  0.1498  0.0578
Si  2.313  2.8918  11.4087  0.0093  0.0966  0.0628
Si  10.4124  -0.8847  17.4334  -0.2017  -0.3231  -0.3465
Si  10.2386  2.3649  12.3392  -0.0641  -0.032  0.354
Si  1.9973  2.9811  15.9932  -0.0095  -0.1538  -0.1599
Si  -2.1908  5.0656  12.0233  -0.0808  0.0465  0.3454
Si  3.2605  8.6005  11.6098  -0.2539  0.0582  0.1867
Si  3.4848  0.1026  19.2563  0.1029  0.0527  -0.4502
Si  10.9104  0.8064  14.7638  -0.0709  0.0597  -0.0134
Si  7.8747  8.865  16.3645  0.2252  0.0056  0.0255
Si  -4.5973  -0.038  14.9526  0.0994  0.4056  0.0998
Si  4.3006  1.8692  14.712  0.4624  0.1878  0.0905
Si  4.1228  6.0619  18.5892  0.1369  -0.0794  -0.3126
Si  6.2767  -1.828  12.3565  0.1074  -0.0508  0.56
Si  7.3934  6.7449  14.2118  0.0079  -0.0405  0.3257
Si  3.2242  4.3748  13.7505  0.1166  0.0621  0.1889
Si  2.3947  9.6694  17.0955  -0.1479  -0.1467  -0.5125
Si  4.7958  6.3446  15.4034  0.1864  -0.0568  -0.5223
Si  12.2799  4.4177  18.737  -0.1598  -0.2144  -0.1439
Si  5.0046  8.8605  16.531  0.1575  0.1846  -0.2187
O  -0.474  -0.0365  -1.8563  0.1006  0.1741  0.8015
O  4.379  6.0693  -3.7218  -0.1604  0.0849  0.5996
O  3.4431  1.5735  -0.7666  -0.2174  -0.0548  0.2469
O  1.4604  3.3678  -0.7112  0.3406  -0.0148  0.1087
O  -1.6672  7.0199  -0.5811  0.0727  0.064  0.6771
O  0.0746  5.3262  -1.6492  0.0824  0.0038  0.4121
O  2.6032  9.755  -0.7451  0.1072  -0.3422  0.1175
O  3.9579  7.3669  -1.1005  -0.3222  0.2419  0.2701
O  5.0799  -0.2929  -1.3698  -0.136  -0.0158  0.3437
O  3.4754  0.6711  -6.7338  -0.1127  -0.1224  0.0638
O  9.1212  1.6968  -0.5447  0.3072  -0.2237  0.5886
O  7.0834  3.6928  -0.4671  -0.1781  0.2379  0.7969
O  5.4058  5.2746  -1.4937  -0.1794  0.1283  0.3273
O  -2.6819  7.7233  -5.4248  -0.2855  0.0851  -0.0268
O  7.0833  9.1313  -0.4805  0.0205  0.0174  0.4599
O  2.076  3.3463  9.895  -0.2026  0.0808  0.1716
O  0.2342  5.3085  9.8995  -0.2009  0.0208  -0.8202
O  5.3726  0.2251  10.0965  0.2319  -0.3544  -0.3852
O  3.5031  1.7824  11.1628  0.0607  -0.0545  -0.5344
O  2.34  9.4926  10.6291  -0.0014  -0.12  -0.1083
O  3.6809  8.7172  17.4562  -0.0503  0.1578  -0.1113
O  5.3182  5.5598  10.2051  0.1951  -0.059  -0.5391
O  3.2457  7.0924  10.968  0.3232  0.0361  -0.4089
O  0.976  2.2726  12.1032  0.1308  0.1659  -0.1681
O  9.884  1.6177  13.7759  0.2825  0.0647  -0.3134
O  11.0491  -0.0059  10.0512  -0.0376  0.0614  -0.7394
O  9.7879  14.7992  12.3737  -0.1346  0.0524  -0.239
O  12.9055  4.1064  14.8201  0.2481  -0.2089  -0.0482
O  9.2144  6.3497  11.1425  0.1424  -0.0726  -0.5427
O  -4.4051  -2.4015  17.1538  -0.1986  0.1479  -0.2161
O  -1.757  -1.888  17.3815  0.0922  0.2267  0.0614
O  0.9172  -1.7689  17.474  0.0912  0.3781  0.1605
O  2.6944  4.2611  12.232  -0.0243  -0.371  -0.0749
O  11.77  -0.114  13.7252  0.2151  0.0931  0.2873
O  9.4412  1.6872  11.0886  0.1948  -0.0983  -0.4816
O  7.2209  -1.4543  11.0857  -0.4067  0.1962  -0.5665
O  3.5108  2.3287  16.0879  -0.2972  0.0859  -0.386
O  -3.2232  -0.5437  15.653  -0.2935  -0.2829  -0.0016
O  -8.1566  8.9893  13.096  0.1875  -0.0807  -0.4481
O  -2.5428  5.6703  13.4939  -0.0044  -0.1196  -0.5273
O  -4.6256  -0.6448  13.4624  0.0041  -0.2749  -0.1937
O  11.8747  12.7129  15.5285  0.0436  0.0355  -0.077
O  4.8306  8.9333  11.6633  -0.0966  0.0173  0.0241
O  10.3138  -0.0474  16.021  0.1404  -0.0748  0.2311
O  7.4364  4.3756  11.1999  -0.1396  0.1199  -0.479
O  3.8452  5.7924  14.2104  0.0042  -0.1887  0.1715
O  5.902  1.5374  14.8811  -0.3503  -0.426  -0.0275
O  13.276  9.7497  15.5078  0.0456  0.0622  0.2382
O  13.6058  5.3084  18.796  0.0277  0.018  -0.0272
O  1.3917  3.6254  17.3306  0.0299  0.2373  0.3856
O  4.3658  3.2187  13.8216  -0.4484  0.0322  0.0683
O  4.7681  7.9531  15.2047  0.0444  -0.0667  0.3777
O  5.086  10.3687  15.9609  0.1976  -0.4246  0.0257
O  6.7132  -3.221  13.055  -0.0561  0.2067  -0.2037
O  6.3163  -5.0064  15.0822  -0.1774  0.3322  -0.0889
O  2.7718  0.2144  17.7829  0.179  -0.2124  0.5382

Results
free energy: -35885.098 eV
free energy less fixed offsets of O -463.61, Si -117.95 eV per atom: -15.138 eV
pressure: -1.63 GPa
stress xx, yy, zz, yz, xz, xy (GPa, positive in tension): 1.56, 0.92, 2.41, 1.51, -0.21, -1.02

The program warned: the forces do not sum to zero within the program's tolerance.
